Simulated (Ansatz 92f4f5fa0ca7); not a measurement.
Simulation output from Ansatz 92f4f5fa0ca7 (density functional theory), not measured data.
Periodic cell of 253 atoms, Si144O109, from a study of silicon, its oxide and their interface. The atomic structure is a simulated model.
This geometry differs little from another in the collection (a relaxation step or a small displacement).

Settings: functional r2SCAN; potential files Ansatz PAW; basis plane waves; wave-function cutoff 800 eV; density cutoff ratio 5; exchange-correlation grid ratio 1; k mesh 1 x 1 x 1, shifted by 0.5 0.5 0 of a step; self-consistency stop 1e-10 eV per atom in the density residual; occupations fixed; spin none; net charge 0.

Cell vectors (angstrom)
a	10.88	0	0
b	0	10.88	0
c	0.7324	3.132	36.4798

Atoms: element, x, y, z (angstrom)
Si	6.8777	2.7347	-2.0434
Si	-0.087	3.7345	22.7907
Si	3.7461	-0.3354	0.3485
Si	1.1348	0.3374	-9.0311
Si	4.6426	5.6061	-4.9772
Si	-0.504	3.6519	-4.0565
Si	-0.917	10.0339	-1.9792
Si	4.2686	1.1897	-2.3426
Si	4.4776	5.941	0.0524
Si	6.1426	7.6619	0.283
Si	8.6629	10.6826	20.4791
Si	7.2805	3.0876	0.222
Si	-2.008	4.8902	0.0794
Si	2.0844	8.8225	0.1974
Si	10.1312	11.2486	0.0802
Si	0.87	2.2185	0.1106
Si	2.8101	6.9141	1.3896
Si	5.3754	9.4526	1.58
Si	2.612	1.3539	1.4729
Si	5.4563	4.1374	1.2997
Si	8.0381	6.7112	1.3416
Si	11.0778	9.5833	1.418
Si	8.307	12.1971	1.3398
Si	-0.1351	4.0099	1.2744
Si	1.3142	5.4559	2.5467
Si	4.0396	8.1479	2.9636
Si	1.3839	0.0054	2.941
Si	4.0775	2.7597	2.6439
Si	6.7408	5.4265	2.8196
Si	9.5468	8.1335	2.5691
Si	6.8668	10.8748	2.6815
Si	9.5183	2.7017	2.8108
Si	2.6956	4.1261	3.9747
Si	5.4395	6.7857	4.1988
Si	2.7163	-1.3566	4.2753
Si	5.4568	1.3746	4.0218
Si	8.1266	4.0605	4.1372
Si	-0.0116	6.7835	4.0034
Si	8.222	9.4973	4.0024
Si	-0.0017	12.2673	4.1806
Si	4.025	5.4208	5.4387
Si	6.855	8.1852	5.4122
Si	4.1403	0.0385	5.4864
Si	6.7664	2.6991	5.4734
Si	-1.3535	5.4449	5.4322
Si	1.3085	8.1146	5.4886
Si	-1.3686	10.853	5.4364
Si	1.3983	2.7718	5.4158
Si	2.706	6.7638	6.8297
Si	5.5143	9.5232	6.7995
Si	2.7243	1.404	6.7882
Si	5.3757	4.0749	6.7988
Si	8.1637	6.829	6.7829
Si	-0.0348	9.5152	6.8184
Si	8.1617	1.322	6.7972
Si	0.0294	4.0821	6.7877
Si	1.3611	5.4064	8.198
Si	4.1282	8.1438	8.1194
Si	1.3524	0.0229	8.1267
Si	4.0236	2.7494	8.1846
Si	6.7622	5.4701	8.098
Si	9.482	8.1841	8.1777
Si	6.8444	10.86	8.1939
Si	9.5673	2.6752	8.1218
Si	2.6729	4.0506	9.6319
Si	5.4478	6.7981	9.5558
Si	2.7491	9.5272	9.4015
Si	5.4287	1.3715	9.4211
Si	8.17	4.0894	9.3468
Si	-0.0251	6.8045	9.452
Si	8.1919	9.5356	9.6224
Si	0.026	1.3448	9.5839
Si	4.0641	5.4392	10.9327
Si	6.8184	8.1554	10.9531
Si	4.0749	10.9053	10.7488
Si	6.812	2.758	10.6673
Si	-1.3847	5.4072	10.7398
Si	1.3677	8.173	10.7173
Si	9.5808	10.8824	11.0177
Si	1.3269	2.6763	11.0594
Si	2.5995	6.8151	12.1693
Si	5.3848	9.5869	12.1674
Si	2.807	1.2514	12.3156
Si	5.5121	4.0285	12.1453
Si	-2.6484	6.7239	12.2141
Si	0.173	9.454	12.2757
Si	8.0937	1.4905	12.1449
Si	-0.172	4.1023	12.2724
Si	0.8769	5.8321	13.4985
Si	3.6708	8.5128	13.3569
Si	1.9611	-0.5654	13.6154
Si	4.3233	8.0338	17.8759
Si	7.1064	5.1033	13.4968
Si	-0.7468	7.5561	13.3221
Si	6.3574	11.3847	13.3359
Si	-2.0351	3.2532	13.5295
Si	4.9281	3.3362	-6.8662
Si	2.6305	1.3217	-6.5341
Si	-0.9529	8.0735	15.5292
Si	-0.5671	1.6172	20.4465
Si	1.4254	9.0298	17.3762
Si	3.3321	5.7503	-2.0838
Si	5.8786	10.5413	-10.3974
Si	4.5528	1.9827	18.6968
Si	4.1195	9.858	22.0714
Si	4.5659	7.1952	20.558
Si	6.9597	5.9286	21.58
Si	7.3906	8.2179	-2.4257
Si	-0.6207	4.7222	-11.6161
Si	8.5839	10.2964	-11.2983
Si	-0.965	6.0466	17.5886
Si	1.3106	0.5511	15.6252
Si	-0.9674	2.7351	-9.1205
Si	8.4497	5.2278	-2.2414
Si	-0.9666	6.6909	22.2291
Si	4.4468	5.7533	23.0433
Si	7.5204	9.7187	15.6379
Si	2.9168	3.0797	22.8503
Si	-0.3473	8.1945	19.74
Si	5.7043	7.2121	15.3353
Si	6.3043	10.4346	18.3594
Si	3.4244	10.1672	-4.347
Si	1.7837	8.527	-2.1018
Si	7.8015	10.2856	-6.3632
Si	3.4117	6.8676	-9.9172
Si	7.0234	1.7089	-8.38
Si	2.4643	1.0617	20.6326
Si	6.7738	2.9589	20.5127
Si	3.3554	2.9996	16.1008
Si	-1.0339	2.5033	15.5037
Si	5.7787	8.4075	-5.0935
Si	0.6236	3.766	-6.7369
Si	4.6633	2.2488	13.4236
Si	2.9783	5.4705	-7.3687
Si	6.1768	7.7137	-10.7723
Si	8.9943	3.1298	18.2845
Si	8.839	1.077	-3.8761
Si	6.8328	0.5139	22.5464
Si	2.4349	4.9337	-11.9931
Si	9.0497	7.4442	-10.6794
Si	-1.2092	9.4489	-8.6214
Si	1.7291	2.9478	-1.9566
Si	1.0642	4.933	15.7386
Si	2.9259	9.7832	-11.051
O	2.3154	0.7098	-7.9975
O	5.6794	6.8067	-5.3312
O	2.2918	6.9922	-2.399
O	6.3152	8.2371	-1.2394
O	0.9409	8.7342	18.9038
O	4.3362	7.6546	14.5967
O	8.9665	8.7499	-11.668
O	7.1435	4.4125	21.0835
O	8.9146	2.3771	16.8476
O	5.5757	0.9464	18.0032
O	6.7946	8.3833	15.0816
O	3.2169	6.7521	-8.3185
O	8.529	9.2942	-2.0725
O	1.4899	3.7631	23.0864
O	6.062	5.912	22.9423
O	7.2773	9.973	17.1888
O	5.3154	2.4114	-2.3147
O	7.7337	2.7397	19.2202
O	6.1162	6.7335	20.4586
O	0.5604	5.7276	17.0868
O	4.4111	0.2269	-1.0557
O	0.637	2.9961	-3.1384
O	2.8728	8.3211	-10.3732
O	6.1525	9.0369	-9.8039
O	8.0261	6.7448	-2.6015
O	7.2497	10.7024	19.6441
O	2.5013	9.5157	-3.187
O	3.7486	9.1819	23.4799
O	4.4874	2.8189	14.9655
O	2.844	10.6633	21.53
O	6.1012	8.2295	-12.3144
O	4.4948	0.2963	-3.6658
O	8.1008	10.5101	22.0186
O	-1.3975	9.3992	19.943
O	-1.2494	7.9499	-9.2451
O	-0.6124	2.5943	19.134
O	2.7946	1.8262	-2.4263
O	4.0071	4.2895	-7.8011
O	6.3419	5.8106	14.8106
O	2.5113	9.6179	-12.6035
O	-1.2088	4.8157	-3.2058
O	-0.7885	3.8298	-10.288
O	9.2677	4.1736	-12.7628
O	-0.8313	0.2904	-3.1396
O	3.3083	1.1109	19.2605
O	8.9185	10.4205	-9.7055
O	7.3635	0.6864	-7.2044
O	4.2938	5.5807	-3.3962
O	8.9894	9.5331	-7.1671
O	1.5229	2.4816	-6.3043
O	0.8726	4.6336	-12.2144
O	1.8344	10.772	-10.4065
O	4.9548	6.7463	-10.3864
O	4.2691	8.991	-5.063
O	3.8926	7.0784	19.1082
O	6.2469	2.9583	-7.7083
O	7.7343	1.5512	-2.779
O	9.1869	6.871	16.3806
O	-0.0575	7.5872	21.2167
O	7.2149	4.2186	-2.6533
O	-0.9858	6.9867	18.8895
O	4.0324	3.0006	17.5646
O	0.1179	1.5518	-9.3498
O	7.0346	10.7223	-11.5265
O	2.3121	1.7907	15.9051
O	-0.4722	5.1615	22.169
O	5.2785	2.7933	19.9087
O	8.2468	0.0154	-4.9366
O	6.5824	8.6669	-3.7287
O	9.1106	9.4792	15.5477
O	0.1848	8.856	-2.276
O	2.5541	0.1385	-5.4267
O	9.409	2.4371	-4.5491
O	6.9846	0.1112	14.8164
O	4.0536	4.195	23.1171
O	0.0721	3.6557	15.7668
O	-0.6237	3.3679	-7.675
O	3.2047	3.5149	-12.1866
O	6.9933	1.9506	21.7779
O	-0.5813	2.5507	21.7965
O	4.3731	10.5014	-10.9596
O	-0.9164	6.2774	-11.2798
O	8.3665	2.2492	-9.108
O	2.4394	4.4089	-1.8573
O	2.6261	5.5898	-10.5287
O	6.032	0.9049	-9.3848
O	9.0965	4.7151	17.9884
O	2.8546	2.4423	21.3805
O	6.6126	9.1994	-6.2277
O	-0.1882	1.1222	15.3195
O	4.5253	8.7151	21.0418
O	0.4829	8.317	16.2651
O	3.2712	5.8581	-5.8222
O	5.1662	9.2886	18.471
O	5.2773	7.166	16.8945
O	9.4063	0.42	-12.2268
O	7.5368	6.8863	-10.5155
O	5.2613	4.1887	-5.5098
O	2.5917	4.421	15.9347
O	3.7887	6.2947	21.6541
O	2.9565	8.5405	17.1725
O	8.3544	6.6875	21.7982
O	4.1123	1.9791	-6.4975
O	0.0723	4.3871	-5.3626
O	1.3216	10.6046	17.0311
O	0.3088	9.9582	-8.4432
O	5.3735	10.8536	22.148
O	1.4786	4.8984	-7.5081
O	0.8863	0.9066	20.3683

Results
free energy: -154282.265 eV
free energy less fixed offsets of O -570.45, Si -639.56 eV per atom: -6.575 eV

Forces (eV/angstrom), in the order of the atoms: element, x, y, z
Si	-0.0006	-0.0129	-0.0708
Si	0.0048	0.0111	0.0269
Si	0.0156	0.012	-0.0406
Si	-0.0127	-0.006	-0.0356
Si	-0.0052	-0.0082	-0.1035
Si	0.0043	0.0001	-0.0914
Si	-0.0046	0.0033	-0.0638
Si	0.0045	-0.0085	-0.0815
Si	-0.0102	-0.0004	-0.0105
Si	0.0074	0.0048	-0.0255
Si	0.0057	0.0102	0.0482
Si	-0.0014	-0.0029	-0.0033
Si	-0.0051	-0.0018	-0.0071
Si	0.0023	0.0043	0.0049
Si	-0.0039	-0.0039	-0.002
Si	0.0057	0.0019	-0.0019
Si	0.0013	-0.0023	0.0017
Si	-0.0009	-0.0029	-0.0029
Si	-0.0123	-0.0023	0.0052
Si	-0.0013	0.01	0.0055
Si	0.0012	-0.0035	0.0056
Si	0.0019	0.0068	0.0078
Si	0.0066	0.0029	0.0093
Si	-0.0065	-0.0029	0.0085
Si	-0.0021	0.0006	-0.0029
Si	-0.0036	0.0003	-0.0019
Si	-0.0001	-0.0037	-0.0031
Si	0.0027	-0.0019	-0.0059
Si	0.0029	-0.0068	-0.0039
Si	0.0031	-0.0018	0.002
Si	0.0044	0.0036	0.0017
Si	-0.0016	0.0019	-0.0082
Si	0.0021	0.0016	-0.0004
Si	-0.0019	0.0005	0.0026
Si	0.0001	-0.003	0.0043
Si	0.0013	0.0022	-0.0028
Si	0.0031	0.0016	0.0051
Si	0.0009	-0.0004	0.0031
Si	0.0039	0	0.0034
Si	-0.0004	-0.0002	0.0025
Si	-0.002	-0.0032	0.0001
Si	-0.0005	0.0006	0.0022
Si	0.0002	0.0014	-0.0012
Si	-0.0005	-0.0031	-0.0007
Si	0.0008	-0.0001	0.0003
Si	-0.0033	-0.0021	0.0015
Si	-0.0028	-0.0037	0.0004
Si	0.0009	0.0024	0.0012
Si	-0.0002	-0.0018	-0.0004
Si	0.0038	0.001	0.0016
Si	0.0009	0.0003	0.0012
Si	-0.0019	-0.0002	0.002
Si	0.0034	0.001	-0.0004
Si	-0.0002	0.0001	0.0006
Si	0.0003	-0.0017	0.0037
Si	0.0037	0.0023	0.0008
Si	-0.0001	-0.0006	0.0039
Si	0.0017	-0.0006	0.0022
Si	-0.0004	0.0025	-0.0003
Si	-0.0033	0.0006	0.0009
Si	0.0003	0.0026	-0.001
Si	-0.0021	-0.001	0.0007
Si	-0.0018	-0.002	0.0035
Si	0.0034	-0.0012	-0.0017
Si	-0.0013	-0.0044	0.0052
Si	0.0021	0.0012	0.0057
Si	0.0017	0.0018	0.0006
Si	0.0024	0.0025	-0.0002
Si	0.0024	-0.0035	0.0019
Si	-0.0006	0.0014	0.001
Si	0.0022	0.0015	0.006
Si	0.0034	-0.0037	-0.0007
Si	-0.0011	-0.0028	0.003
Si	-0.0015	-0.0035	0.0066
Si	-0.0045	-0.0015	-0.0019
Si	0.0005	-0.0002	0.0033
Si	-0.0006	-0.0021	0.0076
Si	0.0009	0.0012	0.0037
Si	0.0037	0.0012	-0.0014
Si	0.0002	0.0023	0.0061
Si	-0.0061	-0.0028	-0.0047
Si	-0.003	0.0005	-0.0009
Si	0.0019	-0.0006	-0.001
Si	0.0042	0.0038	-0.0051
Si	0.0074	-0.0018	0.0003
Si	0.0054	-0.0054	-0.0022
Si	0.0002	0.0035	-0.0033
Si	-0.003	0.0024	-0.0016
Si	0.0045	-0.0015	0.0007
Si	0.0074	-0.0081	0.0315
Si	-0.0001	0.0018	0.0012
Si	-0.0015	0.0041	0.0919
Si	-0.0138	0.0079	0.0278
Si	-0.003	0.0016	-0.0016
Si	0.0093	-0.0092	0.0317
Si	0.005	-0.0007	0.0048
Si	0.0024	-0.0066	-0.059
Si	-0.0011	0.015	-0.0723
Si	0.0069	0.0019	0.0761
Si	0.0014	-0.0101	0.0536
Si	0.0192	-0.012	0.0832
Si	0.0108	-0.0059	-0.0706
Si	0.0002	-0.0083	-0.0134
Si	0.0047	-0.0187	0.0831
Si	0.0017	0.0039	0.0395
Si	0.0128	0	0.0782
Si	0.0025	0.0058	0.0426
Si	-0.0205	0.0126	-0.0858
Si	0.0038	0.0103	0.0047
Si	-0.0034	-0.0058	-0.0075
Si	-0.011	-0.0102	0.0911
Si	0.0047	0.0171	0.0715
Si	0.0003	-0.0018	-0.0407
Si	0.0095	0.0013	-0.0627
Si	-0.0066	-0.014	0.035
Si	0.0031	-0.0077	0.0292
Si	0.0015	-0.0036	0.0863
Si	0.0014	0.0049	0.0357
Si	-0.0191	0.0144	0.0816
Si	0.005	0.0115	0.0892
Si	-0.0027	0.0173	0.0862
Si	0.0033	0.0079	-0.0926
Si	0.0168	0.0157	-0.0809
Si	0.0147	0.0019	-0.0881
Si	0.0044	0.0068	-0.0343
Si	-0.0009	-0.0026	-0.0481
Si	-0.0092	0.0061	0.0642
Si	0.0033	0.0034	0.0652
Si	0.0012	-0.004	0.0821
Si	-0.0064	0.003	0.0733
Si	0.0056	0.0031	-0.0743
Si	0.0032	-0.0062	-0.0719
Si	-0.0079	0.0044	0.0256
Si	-0.001	0.0098	-0.0626
Si	0.0027	-0.0001	0.0043
Si	-0.0001	-0.0075	0.1085
Si	-0.0145	-0.0038	-0.0848
Si	-0.0091	-0.0066	0.0457
Si	-0.007	-0.0026	0.0046
Si	-0.0035	-0.0002	-0.0122
Si	0.0074	-0.0055	-0.0522
Si	-0.0012	0.0005	-0.0702
Si	-0.0082	-0.0083	0.0656
Si	0.0037	-0.0025	-0.0025
O	0.0129	0.0098	0.0374
O	-0.0001	0.0009	0.0272
O	-0.0021	0.0091	0.039
O	-0.0068	-0.0082	0.0384
O	0.0167	0.0096	-0.0481
O	-0.0189	0.0105	-0.0429
O	-0.0002	0.0034	-0.0001
O	0.0002	-0.015	-0.0176
O	0.0155	-0.0101	-0.0786
O	-0.0026	0.0008	-0.0279
O	0.0019	0.0007	-0.0279
O	-0.0028	-0.0137	0.0342
O	0.0127	0.0031	0.0271
O	-0.0046	-0.0032	-0.0097
O	0.0034	-0.0021	-0.018
O	0.0174	-0.0146	-0.0717
O	0.0078	0.0024	0.038
O	0.0172	0.0062	-0.0477
O	-0.0103	0.0064	-0.0289
O	0.013	-0.0102	-0.0514
O	-0.0122	-0.0177	0.0572
O	0.0196	-0.0067	0.0548
O	-0.0012	-0.0026	0.0073
O	-0.0009	0.0035	0.0034
O	0.0039	-0.0036	0.0298
O	-0.0296	-0.0116	-0.0512
O	-0.0282	-0.0297	0.0642
O	0.0025	0.0051	-0.0172
O	0.016	-0.0053	-0.0489
O	-0.0017	0.004	-0.032
O	-0.0006	0.0033	-0.0109
O	-0.001	0.0235	0.0525
O	0.0066	0.001	-0.0313
O	0.0071	-0.014	-0.0259
O	0.0035	0.0112	0.0163
O	-0.0097	0.0212	-0.0556
O	-0.0098	0.01	0.0413
O	0.0027	-0.0011	0.0219
O	0.0116	-0.0182	-0.0384
O	-0.0021	0.0031	-0.0083
O	-0.0261	0.0159	0.0432
O	-0.0019	-0.0097	0.0153
O	-0.001	-0.0053	-0.0141
O	0.0081	-0.0253	0.0526
O	0.0176	0.0079	-0.0397
O	0.0048	-0.0035	0.0178
O	0.0071	-0.0162	0.0296
O	-0.0248	0.0107	0.0778
O	-0.0237	0.008	0.0422
O	-0.004	0.0038	0.0283
O	0.0025	-0.0007	0.0017
O	-0.0034	0.006	0.013
O	-0.0062	0.0028	0.0042
O	-0.0092	0.0114	0.0339
O	-0.0036	0.0134	-0.0577
O	-0.0103	0.0067	0.0251
O	-0.0153	0.0213	0.0474
O	-0.0012	0.0163	-0.056
O	0.0061	0.0105	-0.0416
O	0.0078	-0.0073	0.0468
O	-0.0016	-0.0242	-0.052
O	-0.0155	0.0185	-0.058
O	0.0007	0.0045	0.0123
O	0.0003	0.0015	0.0027
O	-0.013	-0.0156	-0.0347
O	-0.0023	0.0061	-0.0152
O	-0.0142	-0.0066	-0.0399
O	0.0155	0.0244	0.0569
O	0.035	-0.0119	0.0762
O	0.001	-0.0067	-0.0206
O	0.0146	0.0036	0.0346
O	0.0135	-0.0264	0.0529
O	0.0009	0.0001	0.034
O	-0.0095	0.0236	-0.0443
O	-0.0004	0.0043	-0.0088
O	-0.0014	0.0013	-0.0345
O	0.0152	0.0121	0.038
O	0.0014	-0.0002	-0.0119
O	0.0007	0.0127	-0.0295
O	-0.0032	-0.014	-0.0373
O	-0.0016	0.0005	0.0029
O	-0.0011	-0.0025	-0.0007
O	0.0001	-0.0019	0.0159
O	0.0035	0.0066	0.0237
O	0.0025	0.005	0.0088
O	0.0071	0.0111	0.0196
O	0.0088	0.0176	-0.0373
O	0.0029	-0.0163	-0.0324
O	-0.0169	-0.0134	0.0474
O	0.0084	-0.0028	-0.0351
O	0.0015	-0.0153	-0.0271
O	-0.0227	-0.0102	-0.0564
O	0.0194	0.001	0.049
O	-0.0033	-0.0023	-0.0398
O	0.0162	-0.0154	-0.0636
O	-0.0016	0.0018	-0.0127
O	0	0.0034	0.0034
O	0	0.0189	0.0413
O	-0.0144	0.0117	-0.02
O	-0.0005	0.0078	-0.03
O	-0.0169	0.0077	-0.0274
O	-0.001	0.0012	-0.014
O	-0.0038	-0.0043	0.0248
O	-0.0146	-0.0037	0.0621
O	0.0001	0.0136	-0.0516
O	0.0025	0.0026	0.0136
O	-0.001	-0.0002	-0.0116
O	-0.0037	-0.0058	0.018
O	0.0015	0.0022	-0.0149

The program warned: the cutoff lies below the one the program advises for these potential files; the forces do not sum to zero within the program's tolerance; empty levels may hold ghost states of the PAW files; the exchange-correlation potential is rough where the density is thin.
